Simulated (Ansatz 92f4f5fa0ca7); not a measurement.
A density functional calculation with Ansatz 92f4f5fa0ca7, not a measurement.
Periodic cell of 158 atoms, Si96O58N4, from a study of silicon, its oxide and their interface. The atomic structure is a simulated model.

Settings
functional: r2SCAN
potential files: Ansatz norm-conserving
basis: plane waves
wave-function cutoff: 1300 eV
density cutoff ratio: 4
exchange-correlation grid ratio: 1
k mesh: 2 x 2 x 1, shifted by 0.5 0.5 0.5 of a step
self-consistency stop: 5e-08 eV per atom in the density residual
occupations: Fermi-Dirac, 0.05 eV
spin: none
net charge: 0

Cell vectors (angstrom)
a, 10.88, 0, 0
b, 0, 10.88, 0
c, 0, 0, 22.6974

Atoms: element, x, y, z (angstrom)
Si, -0.2318, 0.2553, 0.0209
Si, 3.4969, 2.372, 0.0087
Si, 0.0169, 5.3575, -0.4624
Si, 2.8173, 8.1842, -0.0431
Si, 5.4958, 0.0378, 0.46
Si, 8.3327, 2.3815, -0.1396
Si, 5.2234, 6.1299, -0.0382
Si, 7.6807, 8.7622, 0.2494
Si, 1.4984, 1.4471, 1.1666
Si, 4.3, 4.2036, 1.2547
Si, 1.2008, 6.8803, 1.0719
Si, 3.9887, 9.5488, 1.5135
Si, 6.905, 1.4793, 1.5326
Si, 9.5032, 4.1176, 1.0454
Si, 6.7047, 7.0604, 1.5198
Si, 9.4783, 9.6928, 1.4282
Si, 0.0429, 2.8359, 2.5171
Si, 2.6509, 0.0876, 2.7163
Si, -0.0358, 8.2013, 2.6194
Si, 2.6741, 5.5057, 2.526
Si, 5.544, 2.9035, 2.768
Si, 8.204, 0.1115, 2.8652
Si, 5.3429, 8.2577, 2.8986
Si, 8.1792, 5.5176, 2.5619
Si, 1.3638, 4.1495, 3.9496
Si, 4.1036, 1.4329, 4.0189
Si, 1.3382, 9.5442, 4.0487
Si, 3.9875, 6.7965, 4.0801
Si, 6.8894, 4.2433, 4.086
Si, 9.6383, 1.509, 4.0644
Si, 6.7919, 9.6032, 4.1554
Si, 9.5148, 6.8437, 3.9839
Si, 0.0598, 0.0848, 5.4175
Si, 2.7013, 2.7653, 5.3311
Si, 0.0155, 5.5064, 5.3536
Si, 2.7135, 8.1975, 5.4506
Si, 5.4047, 0.0575, 5.4523
Si, 8.2224, 2.8352, 5.4091
Si, 5.4287, 5.5082, 5.4392
Si, 8.1629, 8.1736, 5.4135
Si, 1.4362, 1.4186, 6.8015
Si, 4.0225, 4.0994, 6.7131
Si, 1.4021, 6.7801, 6.7751
Si, 4.108, 9.5107, 6.8629
Si, 6.8169, 1.4405, 6.7123
Si, 9.5342, 4.2182, 6.7777
Si, 6.8005, 6.8434, 6.8262
Si, 9.567, 9.557, 6.6985
Si, 0.0619, 2.8804, 8.0822
Si, 2.8041, 0.0448, 8.2147
Si, 0.0712, 8.2017, 8.0353
Si, 2.6877, 5.3507, 8.1998
Si, 5.3844, 2.7646, 8.019
Si, 8.2024, 0.0543, 7.9915
Si, 5.4202, 8.0654, 8.2789
Si, 8.1463, 5.5073, 8.217
Si, 1.2956, 4.0733, 9.7029
Si, 4.1362, 1.5253, 9.5924
Si, 1.3917, 9.4927, 9.47
Si, 4.0822, 6.4702, 9.7119
Si, 6.676, 4.0294, 9.3983
Si, 9.5882, 1.4722, 9.2723
Si, 6.8805, 9.568, 9.3819
Si, 9.6794, 6.8923, 9.4422
Si, 0.0449, 0.1486, 10.6639
Si, 2.3228, 2.4205, 11.1057
Si, 0.0829, 5.7382, 11.0986
Si, 2.4099, 7.7504, 10.8093
Si, 5.8466, 0.2845, 10.7749
Si, 7.9526, 2.5162, 10.6917
Si, 4.5118, 4.1616, 11.2437
Si, 8.7791, 8.7038, 10.6458
Si, -7.3659, -1.9998, 15.486
Si, 8.6311, 2.0392, 14.6545
Si, -4.5446, 3.7927, 13.739
Si, 3.2178, 1.1065, 16.118
Si, 9.0669, 4.3325, 13.1568
Si, 14.2442, 3.5268, 14.073
Si, 7.5545, 6.2233, 15.0651
Si, 2.4443, 12.4127, 18.93
Si, -0.6515, -4.4182, 16.7507
Si, -3.7746, -3.5947, 20.5284
Si, -6.3391, 9.04, 12.622
Si, -2.5182, 0.101, 12.4156
Si, -3.6332, -2.5999, 12.9698
Si, 12.2109, -1.0831, 20.3757
Si, -5.8704, 13.2304, 18.0037
Si, 5.6309, 7.2159, 16.9981
Si, -1.6447, 5.4866, 19.4712
Si, -0.5237, -1.7559, 18.0736
Si, 2.3034, 14.8448, 20.4452
Si, 7.4485, 9.0578, 18.4402
Si, 7.8766, 2.6485, 19.4671
Si, 13.0033, 6.0663, 15.5905
Si, 8.7826, 11.4969, 17.536
Si, 3.835, 5.2557, 18.1544
O, 0.1513, -0.6368, 21.3851
O, 14.9423, 1.6747, 19.1354
O, 3.4108, 3.1519, 21.279
O, 8.8782, 1.4958, 18.8944
O, 1.279, 4.5557, -1.1639
O, -2.1913, 4.0041, 19.1667
O, 4.4903, 8.3173, 16.6511
O, 2.392, 8.8831, 21.1989
O, 1.6306, 2.8549, 19.4444
O, 6.0958, -15.5934, 15.8269
O, 7.572, 2.5751, 21.0612
O, 9.5604, 1.3546, -0.5624
O, 3.9239, 7.0441, -0.4631
O, 5.0551, 17.2164, 18.2466
O, 6.5676, 9.8938, 22.3426
O, 9.9601, 5.7039, 20.9059
N, -1.3304, -0.7275, 11.4294
O, 1.1699, 1.2015, 11.4845
N, 3.224, 3.3278, 12.3437
O, -4.363, 2.4991, 18.5608
O, -1.7636, 0.8685, 13.635
O, -0.6672, 5.3313, 12.5546
O, 1.2379, 6.8289, 11.5684
O, 3.1249, 8.508, 12.0783
O, 7.64, -3.1824, 14.4141
N, 7.2608, 1.1046, 11.476
O, 17.9665, 2.43, 14.2618
N, 7.5893, 5.0046, 13.873
O, 8.3102, 7.7169, 11.9003
O, 5.7434, 7.9471, 12.4205
O, -3.4341, -0.3319, 17.7623
O, -3.4966, -0.9942, 13.1017
O, 4.914, 14.7326, 14.5194
O, 2.9154, 2.1279, 14.8636
O, -6.4568, -1.6694, 14.2112
O, -8.4181, 7.6399, 15.1853
O, 8.1458, 7.8935, 21.6212
O, 4.9013, 10.4668, 11.9452
O, 8.6667, 3.4203, 11.875
O, 5.8548, 3.9188, 12.1762
O, -12.7672, 8.809, 18.894
O, 13.4372, -5.9873, 14.5458
O, 6.9866, 8.0447, 17.272
O, 2.1632, 12.3194, 17.3231
O, 2.0266, 11.114, 19.7646
O, 2.8248, 5.7892, 17.0193
O, -2.0682, -4.8139, 16.079
O, 10.1511, -0.2724, 17.4218
O, -2.2053, 1.5247, 16.1955
O, -6.1247, 1.4263, 16.6581
O, -4.8046, 6.2253, 21.2203
O, 6.5176, -2.2599, 19.713
O, 2.9459, -0.5007, 15.8597
O, 9.6038, 3.3301, 14.3637
O, 4.4403, -7.0449, 17.6709
O, -7.845, 5.1245, 19.5609
O, 7.9143, -4.4752, 19.4396
O, 4.5068, 1.0846, 22.2875
O, -0.3877, 8.0692, 16.8503
O, 0.7224, 8.987, 19.0933
O, 0.5235, 5.8935, 15.7982
O, -0.6157, 5.8555, 18.2596

Results
free energy: -39394.556 eV
free energy less fixed offsets of N -289.75, O -463.61, Si -117.95 eV per atom: -22.976 eV
pressure: -2.13 GPa
stress xx, yy, zz, yz, xz, xy (GPa, positive in tension): 2.12, 2.29, 1.97, -1.04, 0.27, 0.48

Forces (eV/angstrom), in the order of the atoms: element, x, y, z
Si, -0.1407, 0.0295, -0.7381
Si, 0.2888, -0.598, -0.4288
Si, -0.0681, -0.1721, -0.7023
Si, 0.2926, 0.0056, -0.8188
Si, -0.0326, -0.0623, -0.9861
Si, -0.0521, -0.2712, -1.0888
Si, 0.2214, 0.2302, -0.6041
Si, -0.2168, 0.0954, -0.8839
Si, 0.0424, 0.026, -0.2742
Si, -0.0556, 0.1946, -0.1017
Si, 0.0153, -0.0121, 0.0214
Si, -0.0282, -0.2023, -0.2452
Si, 0.0844, 0.1327, -0.1753
Si, -0.1249, 0.0598, -0.007
Si, -0.0633, -0.013, -0.1751
Si, -0.0684, 0.0429, -0.1255
Si, -0.0006, -0.1813, -0.1397
Si, -0.0386, 0.0795, 0.1398
Si, 0.031, 0.0794, -0.0472
Si, 0.0994, 0.0136, -0.2483
Si, 0.0286, 0.0433, 0.1053
Si, 0.0737, -0.013, 0.3287
Si, -0.1114, -0.0761, 0.2591
Si, 0.0364, 0.0085, -0.221
Si, -0.1308, -0.0126, -0.0285
Si, -0.0733, 0.041, -0.0832
Si, 0.0658, 0.079, 0.0099
Si, 0.1552, 0.2113, -0.0954
Si, -0.0645, -0.2057, 0.016
Si, -0.0315, -0.0407, -0.0939
Si, -0.0636, -0.0282, -0.037
Si, 0.031, -0.0232, 0.0534
Si, -0.0381, -0.0622, 0.0113
Si, 0.051, -0.0152, -0.0075
Si, -0.0271, 0.0924, -0.0704
Si, 0.0125, -0.097, -0.0061
Si, 0.1839, -0.03, 0.1208
Si, -0.0381, 0.0982, 0.0741
Si, -0.0341, -0.0079, -0.01
Si, -0.0165, 0.073, -0.005
Si, 0.0435, 0.0528, 0.0581
Si, -0.0112, 0.0496, -0.0707
Si, 0.0343, 0.1009, -0.0762
Si, -0.0406, 0.0065, -0.0886
Si, -0.062, -0.0643, -0.2717
Si, 0.1405, -0.1745, -0.0065
Si, -0.141, -0.0294, -0.0336
Si, -0.0865, -0.0673, -0.0912
Si, -0.0835, 0.0075, -0.0693
Si, 0.0228, -0.031, 0.1163
Si, 0.1704, -0.0373, -0.2421
Si, 0.0684, 0.0813, 0.1523
Si, -0.055, -0.2958, -0.1139
Si, -0.1486, 0.0297, 0.1354
Si, 0.0549, 0.0016, 0.2482
Si, -0.0078, 0.1226, 0.1981
Si, -0.4089, -0.0611, 0.2936
Si, 0.078, -0.0194, 0.4582
Si, 0.0477, -0.0966, 0.3055
Si, -0.4176, 0.1916, 0.3765
Si, -0.1344, -0.4125, 0.474
Si, -0.243, 0.1974, 0.2991
Si, 0.2633, -0.0357, 0.5872
Si, -0.169, 0.1348, 0.3475
Si, 0.2031, 0.3862, 0.1978
Si, -0.2929, -0.5183, -0.2679
Si, 0.1539, 0.0494, 0.3585
Si, -0.1223, 0.2969, 0.5324
Si, -0.3251, -0.1498, 0.2529
Si, 0.5087, 0.0835, 0.1768
Si, 0.738, -0.409, -0.2672
Si, -0.3968, -0.0159, 0.1825
Si, -0.1276, 0.0275, 0.3416
Si, 0.0468, -0.2736, 0.52
Si, -0.0895, 0.0306, 0.3515
Si, -0.0077, -0.2211, 0.0632
Si, 0.1941, 0.1195, 0.1452
Si, -0.2467, 0.0242, 0.8819
Si, -0.0663, 0.1248, 0.6026
Si, 0.0551, -0.0079, -0.42
Si, 0.1297, 0.1089, -0.1684
Si, -0.0847, 0.0384, -0.5062
Si, -0.1937, 0.1275, 0.2728
Si, -0.1037, 0.0379, 0.1922
Si, 0.0506, -0.218, 0.5952
Si, 0.0593, -0.0343, -0.3823
Si, 0.0069, -0.0178, -0.1346
Si, -0.0269, -0.0058, 0.1104
Si, 0.0635, -0.0297, -0.5625
Si, -0.0565, -0.0214, -0.3447
Si, 0.0559, -0.0075, -0.6526
Si, 0.002, 0.069, -0.3481
Si, 0.1356, -0.1728, -0.5757
Si, -0.1669, 0.1282, 0.2256
Si, -0.0269, -0.0017, 0.0414
Si, 0.1723, 0.124, -0.2974
O, 0.0983, 0.1865, 0.4018
O, -0.2956, 0.1146, -0.169
O, -0.2044, -0.0177, 0.1936
O, -0.2215, 0.13, 0.0475
O, -0.4064, 0.2093, 0.286
O, 0.0227, 0.0433, 0.3253
O, 0.0119, -0.1191, -0.2162
O, -0.0817, -0.1227, 0.6662
O, 0.2784, 0.165, 0.3705
O, 0.2216, 0.1764, -0.0459
O, 0.3247, 0.0292, 0.9648
O, -0.0151, 0.0629, 0.6081
O, 0.0706, -0.2292, 0.4331
O, -0.1193, -0.043, -0.1257
O, 0.1201, -0.0933, 0.8602
O, 0.4233, -0.1202, 0.6711
N, 0.3202, -0.1145, -0.0961
O, 0.2542, 0.3176, -0.4159
N, 0.143, 0.1122, -0.6545
O, 0.1751, 0.0513, 0.2459
O, -0.2608, 0.0529, -0.4473
O, 0.0745, -0.0468, -0.5113
O, 0.2116, -0.0058, -0.7491
O, 0.2054, -0.099, -0.234
O, -0.2106, -0.01, -0.4011
N, -0.2225, 0.2112, -0.2788
O, 0.0016, 0.2973, -0.2578
N, 0.0653, -0.2863, -0.3003
O, -0.1176, 0.3436, -0.1491
O, 0.1524, 0.2388, 0.0007
O, 0.2884, -0.1633, 0.1809
O, 0.1477, -0.1303, -0.2714
O, 0.0282, -0.0426, -0.3417
O, 0.1849, 0.4117, -0.3047
O, 0.0949, -0.0633, -0.4902
O, 0.1976, -0.0667, 0.0074
O, -0.232, 0.2298, 0.3473
O, 0.1699, -0.117, -0.1998
O, -0.1754, -0.2287, -0.1188
O, -0.0542, 0.0146, 0.2716
O, -0.0278, 0.0955, -0.0647
O, 0.2072, -0.3144, -0.2055
O, -0.0944, -0.0196, 0.1477
O, 0.3046, 0.0309, 0.3233
O, -0.0807, -0.0596, 0.2084
O, 0.0673, -0.0584, 0.0101
O, -0.094, 0.0503, -0.1538
O, -0.2735, -0.1197, 0.2748
O, -0.0352, 0.1079, -0.3051
O, -0.3007, 0.1706, 0.1931
O, -0.2226, 0.043, 0.4996
O, 0.3502, -0.5109, 0.2328
O, 0.168, -0.0644, -0.1014
O, -0.3604, 0.0586, -0.4808
O, -0.0678, -0.0098, 0.2364
O, -0.1061, -0.3152, 0.2501
O, -0.0313, 0.1831, 0.2879
O, -0.1886, 0.3709, 0.7292
O, -0.1051, -0.1136, 0.3177
O, 0.0431, 0.2357, 0.364
O, 0.0754, 0.0877, 0.091
O, -0.2392, 0.0324, 0.2432
